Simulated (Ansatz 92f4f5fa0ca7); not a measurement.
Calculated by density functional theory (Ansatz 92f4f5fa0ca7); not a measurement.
Periodic cell of 278 atoms, Si167O105B1H5, from a study of silicon, its oxide and their interface. The atomic structure is a simulated model.
Doubt: the cutoff is far below the 930 eV that the study's wrapper takes by default for these files, so forces and energies are approximate.

Settings
functional: PBE
potential files: Ansatz PAW
basis: plane waves
wave-function cutoff: 580 eV
density cutoff ratio: 5
exchange-correlation grid ratio: 1
k mesh: 1 x 1 x 1, Gamma-centred
self-consistency stop: 5e-08 eV per atom in the density residual
occupations: fixed
spin: none
net charge: 0

Cell vectors (angstrom)
a 11.6015 0 0
b 0 13.3963 0
c 0 0 30.9529

Atoms: element, x, y, z (angstrom)
Si 11.6149 -0.113 24.3302
Si 3.7092 -0.176 24.2079
Si 7.7819 -0.1 24.0644
Si 2.0265 3.127 24.4093
Si 5.9461 3.3498 24.2951
Si 9.8883 3.247 24.1938
Si 11.6607 6.5823 24.2858
Si 4.0049 6.5669 24.1333
Si 7.7686 6.6001 24.3142
Si 1.8976 9.8651 24.2177
Si 5.8183 10.0644 24.1903
Si 9.6894 9.8086 24.2402
Si 11.671 2.0925 25.1956
Si 4.017 2.0865 25.0034
Si 7.8786 2.1364 24.8918
Si 2.026 5.4569 24.9211
Si 5.8567 5.5252 25.1578
Si 9.7247 5.4719 25.0161
Si 11.6234 8.783 25.1117
Si 3.9084 8.8299 24.9127
Si 7.7022 8.8504 25.025
Si 1.8843 12.0918 25.112
Si 5.7902 12.2785 24.9341
Si 9.6565 12.1191 24.9246
Si 11.6189 2.1605 27.511
Si 3.9318 2.1506 27.3859
Si 7.7855 2.1736 27.3164
Si 1.9843 5.5102 27.329
Si 5.819 5.5446 27.4827
Si 9.694 5.5093 27.3881
Si 11.6097 8.8565 27.4525
Si 3.8769 8.8718 27.3317
Si 7.7242 8.8938 27.3953
Si 1.9185 12.1827 27.4538
Si 5.7968 12.2658 27.3418
Si 9.6515 12.1976 27.3343
Si 1.9789 1.0463 28.1958
Si 5.8572 1.0777 28.1853
Si 9.6672 1.0384 28.1894
Si 11.6403 4.4246 28.188
Si 3.8857 4.3989 28.1877
Si 7.7612 4.4016 28.1831
Si 1.9594 7.7403 28.1759
Si 5.7987 7.7906 28.1999
Si 9.6566 7.7542 28.1868
Si 11.5726 11.0986 28.2042
Si 3.8866 11.1054 28.171
Si 7.716 11.1311 28.1712
Si 1.9336 1.1164 30.558
Si 5.8008 1.1164 30.558
Si 9.6679 1.1164 30.558
Si 0 4.4654 30.558
Si 3.8672 4.4654 30.558
Si 7.7343 4.4654 30.558
Si 1.9336 7.8145 30.558
Si 5.8008 7.8145 30.558
Si 9.6679 7.8145 30.558
Si 0 11.1635 30.558
Si 3.8672 11.1635 30.558
Si 7.7343 11.1635 30.558
Si 0 0 0.3944
Si 3.8672 0 0.3944
Si 7.7343 0 0.3944
Si 1.9336 3.3491 0.3944
Si 5.8008 3.3491 0.3944
Si 9.6679 3.3491 0.3944
Si 0 6.6981 0.3944
Si 3.8672 6.6981 0.3944
Si 7.7343 6.6981 0.3944
Si 1.9336 10.0472 0.3944
Si 5.8008 10.0472 0.3944
Si 9.6679 10.0472 0.3944
Si 11.5797 0.0651 2.7265
Si 3.8946 0.0476 2.7457
Si 7.7038 0.0698 2.7612
Si 1.9424 3.4154 2.7601
Si 5.7692 3.4077 2.7783
Si 9.6233 3.4326 2.7776
Si 11.5572 6.6962 2.7693
Si 3.8607 6.7488 2.7769
Si 7.7188 6.7698 2.8123
Si 1.9266 10.0423 2.731
Si 5.808 10.0994 2.8004
Si 9.6361 10.1029 2.7728
Si 11.5828 2.3208 3.4499
Si 3.8514 2.265 3.5907
Si 7.6908 2.3045 3.5803
Si 1.9211 5.6514 3.5814
Si 5.7876 5.6473 3.6009
Si 9.6128 5.646 3.6908
Si 11.5701 8.9366 3.4762
Si 3.869 8.9853 3.5821
Si 7.7307 9.0118 3.6795
Si 1.9318 12.3052 3.3559
Si 5.8061 12.3396 3.6113
Si 9.6392 12.3678 3.5239
Si 11.5798 2.3978 5.7667
Si 3.9571 2.1971 6.019
Si 7.4992 2.2702 5.9962
Si 1.9286 5.6798 5.9594
Si 5.7486 5.7068 5.985
Si 9.5623 5.6671 6.1471
Si 11.575 8.9442 5.8131
Si 3.873 9.0884 5.9681
Si 7.7409 9.1418 6.1191
Si 1.9169 12.3197 5.6506
Si 5.8002 12.5892 6.0313
Si 9.6591 12.4714 5.8827
Si 1.8347 1.0998 6.4854
B 5.746 1.2252 6.1587
Si 9.6232 1.3634 6.6158
Si 11.5856 4.5661 6.6966
Si 3.845 4.496 6.701
Si 7.5576 4.5106 6.9139
Si 1.9241 7.9495 6.7309
Si 5.7878 7.9642 6.792
Si 9.6902 7.9732 6.8878
Si 11.5765 11.214 6.4023
Si 3.8283 11.3818 6.6362
Si 7.769 11.4714 6.8727
H 3.8212 4.5121 8.2032
H 11.685 4.4115 8.1876
O 1.3622 0.6755 8.0185
O 3.5168 11.523 8.283
O 7.2895 4.4633 8.5934
O 9.9617 8.1837 8.5539
O 5.7312 7.9431 8.4732
O 1.7923 7.9939 8.3944
O 9.7742 1.7674 8.2288
O -0.022 11.0814 8.0375
O 7.9677 11.7378 8.5211
H 0.0861 -0.032 22.8345
H 0.0198 6.6552 22.7914
H 7.7004 6.582 22.8179
O 5.871 10.3457 22.5357
O 3.139 12.937 22.633
O 6.022 3.7987 22.6881
O 1.961 2.6493 22.8297
O 10.262 3.2662 22.5555
O 7.8917 -0.1669 22.3799
O 1.6644 9.6975 22.5641
O 4.288 6.4552 22.482
O 9.6903 9.4374 22.6156
Si 3.0637 9.7143 14.2278
Si 10.6994 7.0706 19.1873
Si 5.419 12.9222 16.7455
Si 7.3377 5.3336 9.9827
Si 8.9833 8.061 9.8706
Si 8.778 4.6686 19.4927
Si 2.0391 2.4791 21.238
Si 11.3764 9.8897 19.1121
Si 3.5102 0.1084 11.353
Si 5.2369 2.3886 15.6034
Si 10.7666 12.1291 17.0411
Si 8.086 3.0338 16.9607
Si 4.1875 6.9942 20.9377
Si 6.0354 1.4027 12.691
Si 6.6903 8.7344 19.8255
Si 11.5736 11.0367 9.6382
Si 8.1924 0.7485 21.0563
Si 3.9518 4.1876 19.748
Si 8.4238 3.2022 11.8198
Si 0.1695 6.319 14.3181
Si 3.1182 8.8324 17.1226
Si 8.6818 11.9653 9.9714
Si 4.0097 10.8875 9.7014
Si 10.0135 1.4373 9.8004
Si 5.4348 6.7388 11.7894
Si 1.4694 0.551 16.5314
Si 5.89 10.6466 14.825
Si 1.6972 12.5886 13.7488
Si 8.1825 0.0882 18.0713
Si 1.27 6.3073 17.2479
Si 6.1758 8.8966 9.7354
Si 1.8141 8.6447 9.8858
Si 7.436 6.9115 14.272
Si 6.2666 8.4458 16.777
Si 2.308 9.3969 21.0922
Si 1.2386 0.4424 9.6058
Si 9.4043 4.3566 14.5107
Si 7.6833 12.1216 12.8341
Si 9.7785 8.4533 12.9587
Si 2.8058 3.4591 16.9386
Si 10.4413 11.4682 13.929
Si 9.6064 8.9692 21.0767
Si 3.1273 11.8432 18.3033
Si 5.2084 10.8592 21.1341
Si 3.4806 -0.2795 21.0333
Si 6.6032 3.5514 21.1966
Si 10.5414 2.6173 21.0741
Si 2.4219 7.2064 12.4387
O 10.0082 3.6906 19.9571
O 6.6121 2.9875 16.254
O 9.7712 1.1765 20.9808
O 4.8393 1.0077 16.3905
O 3.7002 10.2436 21.0196
O 11.5247 0.1843 16.9255
O 5.8517 5.6724 10.6036
O 1.8532 2.104 16.9097
O 7.6646 4.7163 20.7135
O 9.155 13.5075 10.1237
O 3.9317 3.3744 15.7427
O 2.4975 11.2168 14.0749
O 0.5025 2.2815 20.7244
O 2.6548 3.8664 20.6719
O 2.5248 9.1527 15.65
O 8.5528 1.6066 17.6009
O 4.6851 12.2544 18.0341
O 2.2895 7.5302 17.6604
O 7.9998 4.0984 18.185
O 6.9641 10.9113 13.6464
O 8.3411 8.1374 13.6751
O 1.7486 7.4178 10.961
O 3.0806 1.2915 20.7602
O 10.5513 11.449 15.5654
O 8.1253 4.6743 11.2357
O 1.1633 9.727 19.9755
O 6.8466 13.4724 13.1379
O 10.5903 7.652 20.7508
O 2.4868 13.3702 12.5884
O 6.2926 6.5566 13.1663
O 2.6813 0.9011 10.1993
O 5.6981 8.2235 11.1452
O 6.968 8.3405 18.2545
O 5.5443 7.8129 20.5409
O 2.5375 8.7096 13.0738
O 10.2398 9.9725 13.3128
O 1.9462 4.8511 16.8871
O 4.6976 9.725 14.1945
O 9.2323 3.5193 15.9008
O 5.482 2.1593 14.0151
O 7.695 11.7147 11.2513
O 5.2267 12.0226 15.3967
O 11.6008 1.3401 10.147
O 3.8822 6.5206 12.2156
O 2.7968 7.8552 20.8533
O 4.6642 8.338 17.0459
O 5.0265 12.5015 20.9778
O 2.9936 10.222 18.012
O 9.3739 12.4324 17.7905
O 0.9166 12.2973 10.0889
O 10.8896 7.4727 13.6039
O 9.07 3.3175 13.3022
O 1.5457 6.2219 13.4185
O 6.9803 12.9881 17.1174
O 6.7762 7.2939 15.7287
O 0.4705 6.7223 15.8778
O 7.0309 2.3645 11.8455
O 10.8963 8.4888 18.3467
O 10.0367 11.0721 10.1719
O 8.3596 5.6013 14.517
O 0.3069 6.1288 18.5836
O 2.6819 12.3213 19.8197
O 6.1588 10.288 19.9318
O 7.7887 9.1736 9.7563
O 7.8082 13.3958 19.6615
O 6.6155 9.8815 16.0748
O 0.559 9.6332 10.1894
O 11.5714 11.0532 17.9908
O 4.1041 5.8041 19.8249
O 7.3228 2.1078 21.1779
O 4.8022 1.0086 11.7158
O 2.3179 12.7728 17.2618
O 8.2245 6.6453 9.6582
O 10.9375 4.9054 14.3287
O 9.1786 12.3719 13.4348
O 1.6759 0.2954 14.943
O 10.163 10.2239 20.1661
O 3.9739 12.0189 10.8633
O 8.0812 8.5736 20.6565
O 9.4922 2.5908 10.7843
O 0.1807 12.1683 13.3172
O 9.7 8.1863 11.3335
O 5.5454 10.3804 9.55
O 5.3363 3.4814 20.1987
O 9.352 6.1419 19.0686
O 3.6843 3.5395 18.2958
O 3.1542 9.5565 10.0891

Results
free energy: -166115.920 eV
free energy less fixed offsets of B -154.04, H -15.97, O -568.88, Si -635.61 eV per atom: -2.760 eV

Forces (eV/angstrom), in the order of the atoms: element, x, y, z
Si -0.0006 0.001 0.0005
Si 0.0003 0.0003 -0.0006
Si -0.0005 0.0005 -0.0006
Si 0.001 0.0009 -0.0038
Si 0.0007 0.001 -0.0004
Si -0.0004 -0.0002 -0.0004
Si -0.0001 -0.0002 0
Si 0.0001 0.0001 -0.0004
Si -0.0001 0.0001 0
Si 0 0.0005 -0.0001
Si -0.0003 0.0006 0.0003
Si 0.0001 0 0
Si -0.0001 -0.0001 -0.0008
Si -0.0013 -0.0004 0.0006
Si -0.0005 0.0002 0.0004
Si -0.0005 0.0006 0.0007
Si -0.0002 0 0.0003
Si 0.0001 0.0007 0.0002
Si -0.0003 -0.0001 0.0001
Si 0 -0.0002 -0.0002
Si -0.0002 0 0.0001
Si -0.0007 -0.0006 0.0001
Si -0.0005 -0.0003 0.0007
Si 0.0002 -0.0004 0.0001
Si 0 0.0005 -0.0005
Si 0.0001 0.0006 -0.0002
Si 0 0 -0.0003
Si -0.0002 0.0003 0
Si 0.0002 0 -0.0004
Si -0.0002 -0.0001 -0.0001
Si 0.0002 0.0004 -0.0003
Si -0.0001 0.0002 -0.0003
Si 0.0001 0.0002 -0.0003
Si 0.0004 0.0007 -0.0003
Si 0.0001 -0.0001 -0.0005
Si 0.0001 0.0006 -0.0005
Si -0.0001 -0.0001 0.0004
Si 0.0006 0.0001 0.0003
Si 0.0006 -0.0003 0
Si 0.0006 -0.0008 0.0002
Si 0 -0.0001 0.0004
Si -0.0002 0.0004 0.0004
Si 0.0002 0.0002 0.0005
Si 0 0.0005 0.0002
Si -0.0003 0.0006 0
Si -0.0003 -0.0001 0.0002
Si -0.0001 0.0002 0.0003
Si -0.0002 0.0001 0.0003
Si 0.1242 -0.1089 0.0823
Si 0.148 -0.1004 -0.0907
Si -0.0898 -0.2191 0.0018
Si 0.0978 0.0564 -0.0022
Si -0.0469 -0.1623 -0.0601
Si 0.0881 -0.2139 -0.0378
Si 0.1329 -0.0943 -0.1061
Si -0.0495 0.0108 0.1156
Si -0.0504 -0.1194 -0.0192
Si -0.1159 -0.0514 0.1322
Si 0.1068 -0.1279 -0.0855
Si -0.0436 -0.0325 -0.1226
Si -0.1187 0.0905 -0.3094
Si 0.1345 0.1494 -0.1634
Si -0.0924 0.1587 0.0582
Si 0.1444 0.1409 0.0028
Si -0.0636 0.1152 0.0873
Si -0.1964 0.2299 0.0496
Si -0.1281 -0.1257 0.0415
Si -0.0015 0.1092 0.1202
Si 0.0346 0.1763 0.2945
Si 0.0328 -0.1243 -0.3213
Si 0.0559 0.1087 0.2877
Si -0.0993 0.0862 0.0732
Si 0.0011 0.0005 -0.0004
Si 0.0002 0.0001 0.0004
Si 0.0004 -0.0003 0.0005
Si 0.0016 0 0.0012
Si -0.0013 0.0001 0.0007
Si -0.0019 -0.001 -0.0008
Si -0.0006 -0.0015 -0.0017
Si -0.0008 0 0
Si 0.0001 0.0002 -0.0005
Si 0.0001 0 -0.0005
Si -0.0001 -0.0001 0.0014
Si 0.0003 -0.0003 -0.0004
Si -0.0003 0.0005 0.0015
Si 0.0005 0.0013 -0.004
Si 0.0039 0.0014 -0.0003
Si 0.0007 -0.0003 0.0009
Si -0.0004 -0.0003 -0.0003
Si 0.0008 0.0002 0.0011
Si -0.0002 0.0005 0.0019
Si 0.0009 -0.0005 0.0009
Si -0.0004 -0.0003 0.0005
Si 0.0014 0.0012 0.0016
Si 0.0007 0 -0.0042
Si -0.0004 0.0011 0.0004
Si 0.002 0.0001 -0.0011
Si -0.0024 0.0012 0.0039
Si -0.0123 -0.0067 -0.0002
Si 0 -0.001 -0.0004
Si 0.0006 -0.0003 0.001
Si -0.0026 -0.0021 -0.0006
Si -0.0027 -0.0011 -0.0027
Si 0.0003 0.0005 0.0001
Si 0.0005 0.0019 0.0006
Si -0.003 0.0008 -0.002
Si 0.0031 -0.0064 0.0008
Si -0.0007 -0.0026 0.0035
Si -0.0029 0.0012 -0.002
B 0.0106 0.0111 -0.0022
Si 0.002 0.0012 -0.003
Si 0.0007 0.0015 0.0002
Si -0.0024 0.0018 -0.0001
Si 0.0052 0.0036 -0.0004
Si -0.0007 0.0035 0.0011
Si -0.001 0.0002 -0.0003
Si -0.0002 0.0022 -0.0007
Si 0.0048 -0.0019 0.0059
Si -0.0029 -0.002 -0.0015
Si -0.002 0 -0.0013
H 0.0002 -0.0006 0
H 0.0001 0.0001 -0.0001
O -0.0001 -0.0011 0.0031
O 0.0002 0.0002 0.0035
O -0.0009 -0.0005 0.0003
O -0.0013 -0.0005 0.0007
O 0.0004 0.0004 0
O 0.0008 0.0006 0.0024
O -0.0015 0.0001 0.0017
O 0.0028 -0.0008 0.0111
O -0.0003 0.0013 0.0006
H 0.0002 -0.0001 -0.0003
H 0 0.0001 -0.0001
H 0.0002 0 -0.0002
O -0.0001 0.0003 -0.0003
O 0.0004 0.0003 0.0003
O 0.0002 -0.0001 -0.0005
O 0.0006 0.001 0.0011
O -0.0006 0.0001 0.0003
O 0 0.0001 0.0004
O -0.0001 0.0002 0.0001
O 0.0001 0.0004 0.0006
O 0.0001 0.0003 -0.0001
Si -0.0003 0.0007 0
Si 0 0.0001 0.0001
Si -0.0003 0.0004 -0.0003
Si -0.0002 0.0001 0.0009
Si 0.0001 0.0008 0
Si -0.0003 0 -0.0002
Si -0.001 0.0031 0.0003
Si -0.0002 0.0003 0.0005
Si 0.0002 0.0003 0.0019
Si 0.0001 0.0006 -0.0001
Si 0.0002 0.0002 0.0002
Si -0.0002 0.0006 0
Si -0.0003 -0.0002 0.0005
Si -0.0001 0.0007 0.0004
Si -0.0002 0.0001 0
Si -0.0019 -0.0017 -0.0104
Si -0.0001 0.0003 0.0002
Si -0.0002 -0.0005 0.0011
Si -0.0011 0.0012 0.0018
Si 0.0001 0.0001 0.0002
Si 0 0.0003 -0.0002
Si 0.0028 -0.0014 0
Si 0.0005 0 0.0001
Si 0.0003 -0.0005 0.0029
Si 0.0001 0.0003 0.0007
Si 0.0006 0.0008 0.0001
Si -0.0003 0.0005 0.0004
Si 0.0005 0.0001 0.0002
Si -0.0002 0.0003 0.0002
Si 0 0.0005 -0.0001
Si 0.0004 0.0008 0.0001
Si 0.0013 -0.0002 0
Si 0.0003 0.0003 0.0004
Si 0 0.0003 0.0002
Si 0 0 0.0004
Si 0.0006 0.0004 -0.0001
Si 0 0.0004 0.0002
Si 0.0002 0.0008 0.0012
Si 0.0003 0.0002 0.001
Si 0.0009 0.0007 0.0003
Si 0.0004 0 0.0005
Si -0.0001 0.0002 0.0001
Si 0.0001 0.0004 -0.0002
Si -0.0002 -0.0001 0.0005
Si -0.0002 0.0008 0.0006
Si -0.0012 0.0003 0.0004
Si 0.0005 0 0.001
Si -0.0002 0.0003 0.0008
O -0.0002 0.0005 -0.0003
O -0.0001 0.0004 -0.0005
O -0.0001 -0.0003 0.0001
O 0.0001 0 -0.0002
O -0.0001 0.0004 0.0001
O 0 0.0004 -0.0001
O 0.0001 0.0002 -0.0004
O 0 0.0002 0.0001
O -0.0001 0.0004 -0.0004
O 0.0007 0.0005 -0.0008
O -0.0002 -0.0001 -0.0006
O 0 0.0008 -0.0006
O 0.0003 0.0002 0.0005
O -0.0004 -0.0024 -0.0025
O 0 0.0007 -0.0002
O -0.0004 0.0001 -0.0002
O 0 0.0005 -0.0004
O -0.0001 0.0004 -0.0001
O -0.0002 0.0002 -0.0001
O 0.0001 0.0004 -0.0004
O 0.0002 0.0003 -0.0002
O -0.0001 0.0009 -0.0015
O 0.0004 0.0001 -0.0006
O 0 0.0001 0
O 0.0005 0.0001 -0.0008
O -0.0002 0.0002 0
O 0.0005 0.0003 -0.0008
O -0.0001 0.0002 -0.0002
O -0.0001 0.0009 -0.0005
O 0.0003 0.0002 -0.0003
O -0.0004 0.0004 -0.0011
O -0.0003 0.0003 0
O -0.0001 0.0004 -0.0002
O 0.0001 0.0003 0
O 0.0002 0.0004 -0.0002
O 0 0.0008 -0.0006
O 0.0002 -0.0001 0
O 0.0002 0.0004 -0.0001
O 0.0001 0.0004 0
O 0 0.0001 -0.0006
O 0.0001 0 -0.0007
O 0.0001 0.0002 -0.0002
O 0.0005 0.0012 -0.0013
O 0.0003 0.0003 -0.0003
O -0.0004 0.0005 -0.0003
O -0.0001 0.0004 -0.0003
O 0.0001 0.0006 0
O 0 0.0003 -0.0002
O 0.0002 0.0005 -0.0002
O -0.0021 -0.0014 -0.0017
O 0.0001 0.0002 -0.0005
O -0.0003 0.0003 -0.0004
O 0.0003 0 -0.0002
O 0.0001 0.0003 -0.0003
O 0.0001 0.0006 -0.0001
O -0.0002 0.0004 -0.0002
O 0 0.0006 -0.0007
O -0.0001 0.0002 -0.0002
O 0.0018 0.0002 -0.0037
O 0.0001 0.0004 0
O -0.0001 0.0002 -0.0001
O 0 0.0005 -0.0001
O -0.0001 0.0006 0
O -0.0003 -0.0004 -0.0005
O -0.0003 0.0001 -0.0001
O 0 0.0006 -0.0003
O -0.0003 0.0048 -0.0013
O -0.0002 0.0004 -0.0002
O -0.0002 0.0001 -0.0005
O -0.0005 0 -0.0002
O -0.0002 -0.0003 -0.001
O 0 0.0004 -0.0001
O -0.0002 0.0005 -0.0007
O 0 0.0001 -0.0004
O -0.0002 0.0001 -0.0006
O 0.0002 0.0003 -0.0002
O 0.0001 0.0005 -0.0001
O 0 0 -0.0008
O 0 0.0003 0
O 0.0006 -0.0002 -0.0011
O 0.0001 0.0005 -0.0004
O -0.0001 0.0008 -0.0005
O 0.0001 0 -0.0002
O -0.0011 0.0011 -0.0003
O 0 0.0003 0
O 0.0005 0.0012 -0.0001
O -0.0011 -0.0003 -0.0021

The program warned: the cutoff lies below the one the program advises for these potential files; the forces do not sum to zero within the program's tolerance; the exchange-correlation potential is rough where the density is thin.
